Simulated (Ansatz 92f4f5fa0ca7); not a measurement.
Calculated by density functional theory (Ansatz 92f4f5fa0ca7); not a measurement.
Periodic cell of 224 atoms, Si133O89H1N1, from a study of silicon, its oxide and their interface. The atomic structure is a simulated model.
Doubt: the cutoff is far below the 930 eV that the study's wrapper takes by default for these files, so forces and energies are approximate.
This geometry differs little from another in the collection (a relaxation step or a small displacement).

Settings
functional: PBE
potential files: Ansatz PAW
basis: plane waves
wave-function cutoff: 580 eV
density cutoff ratio: 5
exchange-correlation grid ratio: 1
k mesh: 1 x 1 x 1, Gamma-centred
self-consistency stop: 5e-08 eV per atom in the density residual
occupations: fixed
spin: none
net charge: 0

Cell vectors (angstrom)
a  10.938  0  0
b  0  10.938  0
c  0  0  32.3997

Atoms: element, x, y, z (angstrom)
Si  0.2802  -0.1884  24.9518
Si  5.1955  0.4712  24.9443
Si  2.8821  2.6413  25.028
Si  7.9246  2.985  24.936
Si  -0.2218  5.7595  24.9232
Si  5.7201  5.245  24.9491
Si  2.5047  8.5063  24.8962
Si  8.4675  7.9949  24.8501
Si  1.3701  1.3888  26.3082
Si  6.8102  1.4538  26.3227
Si  4.1123  4.1673  26.3035
Si  9.562  4.1395  26.2044
Si  1.3617  6.9128  26.2402
Si  6.8749  6.8654  26.2063
Si  4.1271  9.6486  26.1681
Si  9.5779  9.5929  26.2054
Si  2.7531  0.0029  27.6312
Si  8.1952  0.0087  27.5928
Si  -0.0337  2.7574  27.6039
Si  5.4337  2.776  27.679
Si  2.7077  5.5187  27.6128
Si  8.2018  5.4827  27.6163
Si  -0.0249  8.2311  27.6282
Si  5.4641  8.2262  27.5579
Si  4.1018  1.3673  28.9814
Si  9.5708  1.3673  28.9814
Si  1.3673  4.1018  28.9814
Si  6.8362  4.1018  28.9814
Si  4.1018  6.8362  28.9814
Si  9.5708  6.8362  28.9814
Si  1.3673  9.5708  28.9814
Si  6.8362  9.5708  28.9814
Si  0  0  30.3487
Si  5.469  0  30.3487
Si  2.7345  2.7345  30.3487
Si  8.2035  2.7345  30.3487
Si  0  5.469  30.3487
Si  5.469  5.469  30.3487
Si  2.7345  8.2035  30.3487
Si  8.2035  8.2035  30.3487
Si  1.3673  1.3673  31.7159
Si  6.8362  1.3673  31.7159
Si  4.1018  4.1018  31.7159
Si  9.5708  4.1018  31.7159
Si  1.3673  6.8362  31.7159
Si  6.8362  6.8362  31.7159
Si  4.1018  9.5708  31.7159
Si  9.5708  9.5708  31.7159
Si  2.7345  0  0.6835
Si  8.2035  0  0.6835
Si  0  2.7345  0.6835
Si  5.469  2.7345  0.6835
Si  2.7345  5.469  0.6835
Si  8.2035  5.469  0.6835
Si  0  8.2035  0.6835
Si  5.469  8.2035  0.6835
Si  4.1018  1.3673  2.0507
Si  9.5708  1.3673  2.0507
Si  1.3673  4.1018  2.0507
Si  6.8362  4.1018  2.0507
Si  4.1018  6.8362  2.0507
Si  9.5708  6.8362  2.0507
Si  1.3673  9.5708  2.0507
Si  6.8362  9.5708  2.0507
Si  0  0  3.418
Si  5.469  0  3.418
Si  2.7345  2.7345  3.418
Si  8.2035  2.7345  3.418
Si  0  5.469  3.418
Si  5.469  5.469  3.418
Si  2.7345  8.2035  3.418
Si  8.2035  8.2035  3.418
Si  1.4853  1.3324  4.8815
Si  6.8246  1.3921  4.8002
Si  4.0003  4.0947  4.795
Si  9.6219  4.0406  4.8482
Si  1.3737  6.8044  4.7694
Si  6.9549  6.7315  4.7317
Si  4.1461  9.5119  4.678
Si  9.5492  9.5991  4.7793
Si  2.9884  -0.1315  6.1915
Si  8.1492  0.0155  6.2061
Si  0.0178  2.6535  6.2955
Si  5.3797  2.7208  6.1227
Si  2.5419  5.3627  6.2339
Si  8.2917  5.4207  6.2508
Si  0.0497  8.2094  6.0761
Si  5.4764  8.0904  5.8959
Si  4.3497  1.1974  7.6836
Si  9.9017  0.933  7.5481
Si  0.9769  4.2305  7.7994
Si  6.5182  4.3296  7.3669
Si  4.3077  6.5557  7.1728
Si  9.3377  7.2247  7.4249
Si  1.3384  9.6755  7.4123
Si  6.8696  9.3019  7.3123
O  9.5941  6.864  24.4255
O  3.9873  1.5203  24.5617
O  8.0617  8.2214  7.5291
O  2.8951  1.6669  8.3517
O  6.8093  4.1062  24.4252
O  1.3686  9.6169  24.4035
O  5.4536  5.5296  7.7589
O  0.1698  -0.1614  7.6656
O  6.8097  3.5319  8.7924
O  6.2631  9.5689  8.8226
O  9.804  7.3611  9.0253
O  1.8648  9.1886  8.9137
N  5.412  1.1164  9.1586
O  1.6931  3.7582  9.2072
O  9.632  1.1845  9.1378
O  3.7569  7.4588  8.405
O  7.8716  8.5805  23.43
O  8.4741  2.203  23.6004
O  5.031  5.8997  23.6116
O  2.2625  3.281  23.6447
O  10.6074  0.5992  23.6467
O  0.4017  5.1593  23.526
O  3.1786  7.8417  23.5473
O  5.5136  14.0914  19.1433
Si  11.3903  2.3799  20.7934
Si  7.8326  9.3921  22.0157
Si  2.2607  5.1715  13.5332
Si  12.2582  7.3814  16.8083
Si  -0.1009  -4.6261  9.6916
Si  10.9057  8.9035  14.7392
Si  -1.3971  -4.9809  17.6957
Si  1.6175  4.4519  22.7107
Si  4.5841  10.9163  16.9491
Si  6.8852  5.8694  16.2478
Si  5.7143  2.7486  9.7352
Si  2.7733  9.2164  18.6688
Si  7.7304  3.5449  11.6743
Si  9.0291  1.0836  10.6363
Si  9.077  1.6054  15.8914
Si  2.612  4.697  16.5603
Si  -3.9347  3.4066  14.5929
Si  6.1736  10.7137  9.9782
Si  16.0365  4.5006  18.335
Si  4.9587  7.1819  19.8215
Si  -1.5526  1.1721  22.7325
Si  2.1374  2.3566  12.502
Si  5.4508  10.9625  21.9163
Si  0.0901  6.9404  12.7037
Si  13.7547  2.6836  9.6268
Si  10.9368  3.2492  17.785
Si  8.0794  7.9717  19.3717
Si  -6.3652  1.475  14.3369
Si  -2.25  -1.2454  16.7128
Si  2.8916  7.8763  12.3736
Si  -5.7986  1.6038  19.4298
Si  -0.373  0.651  13.2664
Si  3.8831  6.6261  22.7163
Si  2.7525  0.4047  20.7082
Si  13.5472  7.8379  9.4539
Si  6.2336  8.6813  15.306
Si  5.0921  -1.163  12.8452
O  6.4101  5.0629  17.5717
O  -0.5528  -4.6551  11.3079
O  6.7145  4.9601  14.9308
O  2.2073  9.9993  19.9724
O  -0.2608  5.0745  8.5811
O  1.02  3.8113  21.3393
O  1.477  6.6751  9.6213
O  -5.5983  0.2459  13.6094
O  14.1632  6.4381  13.1083
O  8.5619  11.3083  16.8263
O  5.3164  9.7046  16.166
O  -1.4757  1.1125  14.3811
O  2.3024  3.9803  12.4234
O  5.9937  8.6853  13.6836
O  2.6764  4.4853  14.9441
O  6.3043  2.8397  11.2482
O  3.2236  1.7405  13.5109
O  14.9008  4.1157  17.2362
O  -3.1035  13.5993  15.786
O  0.7077  5.7037  13.5741
O  7.7648  9.1408  15.5042
O  0.3008  2.445  19.1722
O  4.5812  5.6617  19.3489
O  7.7391  5.0952  11.196
O  10.8851  6.587  17.0701
O  2.7458  5.5417  22.2847
O  9.0338  6.6865  19.0608
O  1.2661  7.9949  12.2733
O  -5.4331  0.6296  18.1519
O  7.6193  0.2735  10.5486
O  11.2725  -0.6978  13.873
O  4.2447  3.4781  9.755
O  4.0472  8.2759  19.036
O  8.4567  6.1898  16.5004
O  1.3664  3.9  17.2102
O  -0.838  7.8379  13.7253
O  5.5472  2.7566  14.3327
O  2.5413  6.3053  16.8115
O  9.8163  4.4003  18.0715
O  4.1868  1.1308  15.8776
O  3.4258  7.9367  10.843
O  3.5623  -1.7429  13.0548
O  8.5338  10.8488  22.176
O  -3.0144  3.3759  13.2724
O  9.9536  2.0204  21.4658
O  8.5601  8.5687  20.8114
O  -5.0318  1.1606  20.8135
O  5.4291  -0.9224  11.2681
O  1.306  8.1449  15.3444
O  2.3958  1.8536  10.9657
O  6.5172  7.5088  19.4672
O  1.5326  -2.5617  18.0666
O  1.4723  12.1371  21.2816
O  8.9326  2.6552  11.0424
O  3.2072  -0.6188  17.5576
O  8.3099  -1.8753  18.1653
O  10.1659  -1.6317  16.1412
O  -0.5652  2.2518  16.6305
O  0.6889  1.8683  13.0481
O  6.2738  -1.3364  21.5384
O  15.5486  7.2431  21.408
O  5.8985  0.2688  23.4653
O  -4.928  7.2105  15.9694
O  3.5292  1.4397  19.699
O  3.8205  -0.1032  21.8481
O  9.9068  0.322  11.7973
H  8.5468  5.6136  11.369

Results
free energy: -135569.276 eV
free energy less fixed offsets of H -15.97, N -385.13, O -568.88, Si -635.61 eV per atom: -1.726 eV

Forces (eV/angstrom), in the order of the atoms: element, x, y, z
Si  -0.0158  0.0186  0.0241
Si  0.006  -0.0057  0.0134
Si  -0.0057  0.0035  0.007
Si  0.0193  -0.0133  0.0172
Si  0.0137  -0.0158  0.0088
Si  -0.022  0.019  0.022
Si  0.0142  -0.013  0.0143
Si  -0.0114  0.0151  0.0189
Si  -0.0026  -0.0064  0.0008
Si  0.0026  -0.005  -0.0024
Si  0.0032  0.0041  0.0012
Si  0.0009  -0.0076  0.0035
Si  0.0052  -0.0015  0.0038
Si  -0.0051  0.0039  0.0012
Si  0.0015  -0.007  0.0051
Si  -0.0005  0.0012  -0.0013
Si  0.0008  0.0078  -0.0004
Si  -0.0031  0.0045  0.0029
Si  -0.001  0.0044  0.004
Si  -0.0026  -0.0038  0.007
Si  -0.0046  0.0004  0.0061
Si  0.0006  0.002  0.0044
Si  -0.0015  0.0021  0.0062
Si  -0.0003  0.0008  0.0031
Si  -0.0625  -0.029  0.3775
Si  -0.1078  0.0246  -0.0835
Si  -0.1006  0.0819  -0.1417
Si  0.0698  0.2278  0.2685
Si  0.0543  0.2692  -0.1764
Si  -0.0127  0.0155  0.116
Si  0.032  0.0387  0.0913
Si  -0.0553  -0.0317  -0.2413
Si  0.0824  0.0029  -0.0248
Si  0.0091  0.032  -0.0013
Si  0.031  -0.0722  -0.0056
Si  -0.0148  -0.0029  -0.0054
Si  -0.0023  0.0317  0.0067
Si  0.1017  0.0104  -0.0139
Si  0.0258  0.0155  -0.01
Si  0.0132  -0.045  -0.025
Si  -0.0585  0.0349  -0.0038
Si  -0.0052  0.0177  -0.0097
Si  -0.0301  0.0379  -0.0223
Si  -0.0006  -0.0414  -0.0178
Si  0.0335  0.0228  -0.0122
Si  -0.0428  0.0373  -0.0129
Si  -0.0192  -0.0153  -0.0188
Si  -0.0234  0.0114  -0.0293
Si  0.0468  -0.0046  0.0292
Si  0.0422  -0.0783  0.0382
Si  -0.0118  0.0437  0.0044
Si  0.0391  -0.0568  0.0004
Si  0.0357  -0.0413  0.0396
Si  -0.0135  0.0477  0.0251
Si  0.0198  -0.0394  -0.002
Si  0.0148  -0.0019  0.0137
Si  -0.0037  0.0424  0.0144
Si  0.0813  0.1019  0.0359
Si  -0.1014  -0.0896  -0.001
Si  -0.1158  -0.0674  0.0092
Si  -0.0127  0.0499  -0.0221
Si  -0.0191  0.0898  0.0003
Si  -0.0582  -0.0654  0.0146
Si  -0.0233  0.0199  0.0012
Si  0.3026  0.2308  0.4258
Si  0.3298  0.1919  -0.2787
Si  -0.2247  -0.2284  -0.1733
Si  0.0839  0.0771  0.2125
Si  -0.09  -0.2935  0.0811
Si  -0.1656  -0.2755  0.1394
Si  -0.2578  -0.3358  -0.4403
Si  0.2941  -0.0321  -0.2606
Si  -0.002  0.0025  0.0024
Si  -0.0074  -0.0013  0.0008
Si  -0.0055  0.0057  0.0061
Si  -0.0088  0.0053  0.0034
Si  -0.0056  0.0002  0.0053
Si  0.0097  -0.0063  0.0164
Si  -0.0005  0.0015  -0.0009
Si  0.0075  0.0046  0.0175
Si  0.0187  -0.0114  0.0069
Si  0.0135  0.0152  -0.0141
Si  -0.0032  -0.0031  -0.0083
Si  0.0124  -0.0025  0.0087
Si  0.0074  -0.0098  -0.0095
Si  0.0229  0.0309  0.0036
Si  0.0141  0.0032  -0.0208
Si  -0.0193  0.0044  -0.0161
Si  -0.0119  -0.0102  -0.0394
Si  -0.0266  0.0073  -0.0239
Si  -0.0426  0.0593  0.0961
Si  0.0107  -0.0072  -0.0129
Si  -0.0157  0.0147  -0.0066
Si  -0.1088  0.0121  0.0479
Si  0.0133  -0.0277  -0.0153
Si  0.0941  -0.0893  0.1046
O  0.0025  -0.0024  -0.021
O  -0.0079  0.0064  -0.0124
O  0.003  0.0182  -0.0106
O  -0.016  0.0168  0.0137
O  0.0035  -0.0065  -0.0272
O  0.0033  -0.0045  -0.0263
O  0.0067  -0.0056  0.0245
O  -0.006  0.0068  0.0225
O  -0.0019  -0.0058  0.0052
O  0.0153  0.0127  -0.0461
O  -0.0005  0.0085  -0.0281
O  -0.0021  0.0015  0.0022
N  0.0149  -0.02  0.0142
O  0.0179  -0.0243  -0.0565
O  -0.0058  -0.0024  0.0195
O  0.0103  -0.0153  -0.0073
O  -0.0015  0.0084  -0.0193
O  -0.0016  -0.0023  -0.0064
O  0.0039  -0.0034  -0.0045
O  0.0027  -0.0009  -0.0005
O  -0.0037  0.0022  -0.0088
O  -0.0025  0.0026  -0.0021
O  -0.0021  -0.0007  -0.0051
O  -0.0049  -0.0075  0.0049
Si  -0.0059  0.0094  -0.0028
Si  0.0032  -0.0024  0.0062
Si  -0.0051  -0.0031  0.0058
Si  -0.004  -0.0003  -0.0058
Si  -0.0134  -0.0129  -0.0535
Si  -0.0006  -0.0024  0.0088
Si  0.0029  -0.0002  -0.008
Si  0.0088  0.0103  0.001
Si  0.0055  -0.0023  -0.0099
Si  -0.0005  0.0012  -0.0013
Si  -0.0071  0.0251  0.0136
Si  -0.006  -0.0118  -0.0152
Si  -0.0038  -0.0006  0.0144
Si  -0.0054  -0.0074  -0.0044
Si  -0.0074  0.0023  0.0048
Si  0.0034  -0.0022  0.0012
Si  -0.0006  0.0001  0.0048
Si  0.0281  -0.0162  -0.0054
Si  -0.0003  0.0035  -0.0102
Si  -0.0018  -0.003  0.0013
Si  0.0007  -0.0059  0.0045
Si  0.0047  -0.0304  -0.0061
Si  0.0068  0.0015  0.0164
Si  -0.01  -0.0016  -0.0105
Si  -0.0425  0.0367  0.0396
Si  -0.0057  0.0069  -0.0063
Si  0.0033  -0.0013  -0.0103
Si  -0.0063  0.0073  0.0025
Si  0.0045  0.0005  -0.0024
Si  -0.0018  -0.0025  -0.0067
Si  0.0094  0.0028  -0.0149
Si  -0.0047  0.0032  0.0034
Si  -0.0065  -0.001  -0.0105
Si  -0.0015  -0.0043  -0.0002
Si  -0.0257  -0.0179  0.0044
Si  -0.001  -0.0042  0.008
Si  0.0078  0.004  0.0018
O  -0.0088  -0.0019  0.0031
O  0.0048  0.0077  0.0196
O  0.0004  -0.0021  -0.0015
O  -0.0033  0.0026  0.0057
O  0.0721  -0.0254  0.0185
O  -0.0088  -0.0097  -0.0097
O  0.0084  0.0151  -0.0078
O  -0.0086  0.001  -0.0034
O  0.0002  -0.0022  0.0002
O  -0.0012  -0.0029  -0.0022
O  -0.0059  0.0078  0.0027
O  0.0077  -0.0018  -0.0034
O  -0.0004  0.0052  0.0117
O  -0.0035  0.0002  -0.0056
O  -0.0041  0.0013  -0.0078
O  0  0.0041  0
O  -0.0302  0.0116  -0.0171
O  0.0029  0.0015  0.0075
O  -0.0016  0.0013  -0.0065
O  0.0092  -0.0063  0.0008
O  0.001  -0.0003  0.0033
O  0.0003  -0.0009  0.0056
O  0.0048  0.0024  0.0005
O  -0.0157  -0.0094  0.0011
O  -0.0014  -0.0015  0.0015
O  -0.0018  -0.0018  0.005
O  -0.0048  0.0014  0.0053
O  0.0034  -0.0021  -0.0015
O  -0.0073  0.005  0.0065
O  -0.0126  0.0016  -0.0142
O  0.0005  -0.0002  -0.0036
O  -0.0365  -0.0207  -0.0009
O  -0.0058  0.0002  0.001
O  -0.0036  0.0021  0.004
O  -0.0039  -0.0006  0.0009
O  -0.0024  0.0042  0.0009
O  0.0005  -0.0012  -0.0027
O  -0.0018  0.0012  -0.0006
O  0.002  -0.0023  0.0018
O  0.0054  -0.0039  -0.001
O  -0.0024  0.0021  0.0092
O  -0.0049  0.0028  -0.0017
O  -0.0063  -0.0073  -0.0005
O  -0.0083  0.0005  0.0034
O  0.0089  0.0067  -0.0115
O  -0.0006  0.0033  0.0042
O  -0.0015  0.0046  -0.005
O  -0.0018  0.002  0
O  0.001  -0.0025  -0.0001
O  0.0193  0.0405  -0.0196
O  -0.0087  0.0008  0.0044
O  0.013  0.0104  0.0077
O  0.0014  -0.0024  -0.0012
O  -0.0035  -0.0007  -0.0008
O  0.0009  -0.0036  0.0058
O  -0.005  -0.0042  -0.0001
O  -0.006  0.0041  0.0014
O  -0.0025  -0.0022  0.0003
O  0.0307  0.0062  -0.0175
O  0.0019  0.0025  0.0007
O  0.004  0.0045  -0.0068
O  -0.0011  -0.0009  -0.0162
O  -0.0002  0.0002  -0.0007
O  -0.0015  -0.0002  0.0048
O  0.0003  0.0044  0.0004
O  -0.0006  0.0012  0.0081
H  0.0105  0.0135  0.0054

The program warned: the cutoff lies below the one the program advises for these potential files; the exchange-correlation potential is rough where the density is thin.
